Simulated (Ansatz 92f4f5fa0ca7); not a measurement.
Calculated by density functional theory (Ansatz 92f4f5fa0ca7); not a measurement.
Periodic cell of 227 atoms, Si134O91H1N1, from a study of silicon, its oxide and their interface. The atomic structure is a simulated model.
Doubt: the cutoff is far below the 930 eV that the study's wrapper takes by default for these files, so forces and energies are approximate.
This geometry differs little from another in the collection (a relaxation step or a small displacement).

Settings
functional: PBE
potential files: Ansatz PAW
basis: plane waves
wave-function cutoff: 580 eV
density cutoff ratio: 5
exchange-correlation grid ratio: 1
k mesh: 1 x 1 x 1, Gamma-centred
self-consistency stop: 5e-08 eV per atom in the density residual
occupations: fixed
spin: none
net charge: 0

Cell vectors (angstrom)
a, 10.938, 0, 0
b, 0, 10.938, 0
c, 0, 0, 32.8914

Atoms: element, x, y, z (angstrom)
Si, 0.293, -0.2309, 25.4425
Si, 5.8728, -0.2498, 25.4315
Si, 2.5241, 3.0823, 25.2972
Si, 7.9376, 3.2141, 25.3276
Si, 0.2504, 5.3497, 25.2743
Si, 5.7058, 5.4945, 25.4399
Si, 2.4841, 8.4077, 25.4769
Si, 8.013, 8.3752, 25.7322
Si, 1.4102, 1.4467, 26.6704
Si, 6.889, 1.4806, 26.6527
Si, 4.0975, 4.2103, 26.6522
Si, 9.5964, 4.2052, 26.6651
Si, 1.3381, 6.8488, 26.7695
Si, 6.8063, 6.8653, 26.9814
Si, 4.1409, 9.611, 26.6854
Si, 9.6409, 9.6311, 26.8143
Si, 2.7471, 0.0406, 28.0667
Si, 8.2017, 0.0693, 28.0932
Si, -0.0249, 2.751, 28.0577
Si, 5.4348, 2.7663, 28.0474
Si, 2.7348, 5.4889, 28.1043
Si, 8.2421, 5.4626, 28.1558
Si, -0.0119, 8.1963, 28.1475
Si, 5.3908, 8.2536, 28.171
Si, 4.1018, 1.3673, 29.4732
Si, 9.5708, 1.3673, 29.4732
Si, 1.3673, 4.1018, 29.4732
Si, 6.8362, 4.1018, 29.4732
Si, 4.1018, 6.8362, 29.4732
Si, 9.5708, 6.8362, 29.4732
Si, 1.3673, 9.5708, 29.4732
Si, 6.8362, 9.5708, 29.4732
Si, 0, 0, 30.8404
Si, 5.469, 0, 30.8404
Si, 2.7345, 2.7345, 30.8404
Si, 8.2035, 2.7345, 30.8404
Si, 0, 5.469, 30.8404
Si, 5.469, 5.469, 30.8404
Si, 2.7345, 8.2035, 30.8404
Si, 8.2035, 8.2035, 30.8404
Si, 1.3673, 1.3673, 32.2077
Si, 6.8362, 1.3673, 32.2077
Si, 4.1018, 4.1018, 32.2077
Si, 9.5708, 4.1018, 32.2077
Si, 1.3673, 6.8362, 32.2077
Si, 6.8362, 6.8362, 32.2077
Si, 4.1018, 9.5708, 32.2077
Si, 9.5708, 9.5708, 32.2077
Si, 2.7345, 0, 0.6835
Si, 8.2035, 0, 0.6835
Si, 0, 2.7345, 0.6835
Si, 5.469, 2.7345, 0.6835
Si, 2.7345, 5.469, 0.6835
Si, 8.2035, 5.469, 0.6835
Si, 0, 8.2035, 0.6835
Si, 5.469, 8.2035, 0.6835
Si, 4.1018, 1.3673, 2.0507
Si, 9.5708, 1.3673, 2.0507
Si, 1.3673, 4.1018, 2.0507
Si, 6.8362, 4.1018, 2.0507
Si, 4.1018, 6.8362, 2.0507
Si, 9.5708, 6.8362, 2.0507
Si, 1.3673, 9.5708, 2.0507
Si, 6.8362, 9.5708, 2.0507
Si, 0, 0, 3.418
Si, 5.469, 0, 3.418
Si, 2.7345, 2.7345, 3.418
Si, 8.2035, 2.7345, 3.418
Si, 0, 5.469, 3.418
Si, 5.469, 5.469, 3.418
Si, 2.7345, 8.2035, 3.418
Si, 8.2035, 8.2035, 3.418
Si, 1.3888, 1.3361, 4.7972
Si, 6.8513, 1.3636, 4.7645
Si, 4.0921, 4.0951, 4.7307
Si, 9.6241, 4.0236, 4.9009
Si, 1.3848, 6.7963, 4.7699
Si, 6.8948, 6.7903, 4.8161
Si, 4.0511, 9.5649, 4.8067
Si, 9.5451, 9.6024, 4.6871
Si, 2.6868, -0.0253, 6.2375
Si, 8.2379, 0.0019, 6.1007
Si, 0.0179, 2.5203, 6.3179
Si, 5.4551, 2.723, 6.0638
Si, 2.7078, 5.378, 6.1487
Si, 8.3157, 5.4507, 6.3049
Si, -0.0639, 8.1955, 5.9624
Si, 5.3766, 8.1133, 6.096
Si, 3.9061, 1.608, 7.4518
Si, 9.8158, 0.8178, 7.6938
Si, 1.6246, 3.7771, 7.527
Si, 6.6508, 4.2146, 7.4204
Si, 4.3845, 6.4094, 7.444
Si, 9.3221, 7.3156, 7.522
Si, 1.0529, 9.5857, 7.419
Si, 6.9416, 9.3881, 7.2399
O, 5.5388, 5.3318, 7.9035
N, -0.2409, -0.5816, 8.3942
O, 2.8081, 2.7148, 7.9727
O, 7.9128, 8.1443, 7.6606
O, 1.4127, 9.5712, 24.9998
O, 6.7616, 4.3167, 24.9416
O, 6.99, 9.5134, 25.1344
O, -0.3169, 6.0494, 23.8647
O, 6.5178, 10.1651, 8.6376
O, 1.105, 4.4327, 8.9501
O, 1.7115, 8.4642, 8.4548
O, 7.162, 3.3996, 8.7503
O, 9.936, 7.6893, 9.032
O, 4.6223, 1.0773, 8.8505
O, 3.7895, 6.877, 8.9139
O, 9.1633, 1.6332, 8.9584
O, 5.514, 0.2513, 23.9092
O, 8.6528, 2.8865, 23.8812
O, 8.4128, 6.1207, 22.2583
O, 5.2685, 6.4043, 24.1265
O, 8.4921, 7.4035, 24.5161
O, 3.294, 2.469, 23.9613
O, 2.9053, 7.5806, 24.1099
O, 10.5843, 0.306, 24.0311
Si, 5.6723, 10.0533, 12.3288
Si, 9.5288, 4.9359, 14.6762
Si, 17.8235, 15.2435, 16.4821
Si, 2.8769, 8.4203, 18.3513
Si, 4.1904, 4.1745, 14.8559
Si, 0.0676, 0.6914, 22.493
Si, 3.6316, 14.269, 19.8012
Si, -2.3027, 2.5478, 22.294
Si, -2.3225, 9.5907, 12.2078
Si, 2.9618, 1.7693, 22.508
Si, 6.192, 1.9929, 18.4427
Si, 8.1408, 2.6009, 9.7601
Si, 10.2195, -1.7395, 9.6802
Si, 14.0245, 8.2818, 9.3179
Si, 1.3665, 7.7873, 11.4413
Si, 7.2158, 11.3893, 20.9048
Si, 8.5417, 5.2876, 20.8667
Si, 1.515, 4.7479, 10.499
Si, 14.7986, -4.4651, 20.2486
Si, -1.1706, 9.3848, 21.2392
Si, 6.6195, 6.2837, 18.9128
Si, 12.6048, 1.6095, 18.0168
Si, 3.7687, -1.3351, 14.6008
Si, 11.3591, 7.9274, 16.7106
Si, 2.6799, 12.5706, 14.1033
Si, 4.9295, -0.5178, 22.5881
Si, 10.9542, 2.4255, 15.499
Si, 4.0988, 10.8518, 17.3198
Si, 2.9254, 6.9033, 15.9219
Si, 3.8113, 3.4762, 12.067
Si, -1.5761, 7.374, 18.9919
Si, 6.4848, 1.9653, 12.1824
Si, 8.9683, 12.4476, 13.5522
Si, 9.933, 3.6407, 11.9248
Si, 9.3854, 6.9563, 23.2581
Si, 4.263, 7.3418, 23.2392
Si, 5.0789, -0.4198, 9.2927
Si, 10.5794, -3.0962, 13.9733
O, 7.2812, 1.7148, 21.9497
O, 3.7561, 9.7862, 18.5298
O, 8.9065, 3.7902, 21.2936
O, 8.7841, 10.8968, 13.1594
O, 9.9469, 8.6646, 19.7906
O, 10.9187, 8.7356, 15.3336
O, 13.7967, 8.3118, 10.9473
O, 1.3591, 1.639, 22.4373
O, 3.9838, 4.5548, 13.2828
O, 9.6455, 6.0001, 19.8652
O, 3.5021, -8.2128, 21.3106
O, 11.9289, 7.6427, 13.0319
O, 1.27, 6.333, 10.7291
O, 5.122, 13.8666, 19.2551
O, 11.3442, -1.9959, 10.8302
O, 5.8153, 10.6292, 21.2387
O, 9.0048, -1.154, 10.6214
O, 3.0362, 8.1515, 14.8521
O, 3.5555, 13.6023, 15.0752
O, -1.0928, 1.5947, 21.8692
O, 1.338, 6.6614, 16.2309
O, 3.0343, 4.2125, 10.8359
O, 7.041, 9.1979, 12.2094
O, 7.2053, 1.1346, 19.412
O, 4.757, -1.7, 13.3718
O, 0.1388, 10.3044, 21.5495
O, 8.2397, 15.637, 15.6563
O, 2.9824, 2.148, 12.5698
O, 16.2965, 0.8629, 17.6304
O, 14.8856, -4.3994, 21.8676
O, 11.4224, 13.1187, 17.0356
O, 8.9687, 14.6635, 10.6098
O, 9.9697, 6.4896, 14.6399
O, -7.3017, 7.432, 17.2897
O, 1.1235, 1.8392, 14.4735
O, 1.3833, 8.8276, 17.7266
O, 2.4576, 13.7482, 18.7945
O, 15.9515, -0.6782, 10.8703
O, 10.7541, 4.0303, 15.268
O, 7.2918, 1.6432, 10.7882
O, 3.5016, 11.1691, 22.3487
O, 5.3542, 3.0423, 11.7341
O, 3.5029, 5.4345, 15.6078
O, 2.9177, 10.9468, 14.1763
O, -3.3668, 13.3128, 13.3467
O, 7.7395, 7.4789, 18.7704
O, 4.5212, -0.9161, 15.9823
O, 9.2901, 4.5835, 13.0924
O, 4.8558, 8.8174, 22.8696
O, 5.8273, 11.5804, 12.8673
O, -1.4051, 1.6851, 15.082
O, 11.9552, 0.677, 19.1798
O, 3.4732, 4.9514, 19.8368
O, 9.4417, 8.4304, 12.9824
O, 7.1336, 5.2246, 20.0536
O, -0.8568, 7.3667, 17.5392
O, 5.7268, 4.088, 15.3613
O, 8.3897, 10.268, 21.1384
O, 10.0347, 13.0465, 12.4706
O, 9.8293, 8.2855, 22.441
O, -10.4225, 4.0203, 11.5442
O, 5.2518, -4.022, 19.5084
O, 7.0427, 13.8831, 17.4046
O, 13.6745, 11.7259, 17.0746
O, 3.9825, -1.4546, 8.6935
O, 2.7454, 7.5814, 19.7491
O, 1.3618, 4.189, 24.8267
O, 6.4508, 16.4771, 17.4732
H, 11.6825, -0.2228, 18.9288

Results
free energy: -137341.475 eV
free energy less fixed offsets of H -15.97, N -385.13, O -568.88, Si -635.61 eV per atom: -0.555 eV

Forces (eV/angstrom), in the order of the atoms: element, x, y, z
Si, -0.0075, 0.0098, 0.0287
Si, -0.0228, 0.0286, 0.0446
Si, -0.0096, -0.0073, 0.0533
Si, 0.0086, -0.0111, 0.0295
Si, 0.0131, -0.0365, 0.0272
Si, 0.0084, -0.0145, 0.0066
Si, 0.0261, 0.0048, 0.0319
Si, 0.0308, 0.0114, 0.0474
Si, -0.0007, 0.0445, -0.0254
Si, -0.0018, -0.0035, -0.006
Si, -0.0233, 0.0039, -0.0044
Si, 0.0042, 0.0001, -0.0061
Si, 0.0004, -0.0049, 0.0094
Si, 0.0001, 0.0083, -0.0099
Si, -0.014, 0.0111, -0.0127
Si, -0.0054, -0.0165, -0.0124
Si, 0.0223, -0.0099, 0.0243
Si, 0.0251, 0.0156, 0.0177
Si, -0.009, -0.0174, 0.0071
Si, 0.0007, -0.0093, 0.0079
Si, 0.0114, 0.0063, 0.0088
Si, 0.0142, 0.0143, 0.0162
Si, -0.0139, 0.0011, 0.014
Si, -0.0054, -0.032, 0.0171
Si, 0.0902, 0.1448, -0.171
Si, 0.0543, 0.2591, 0.0326
Si, -0.0903, -0.039, -0.2423
Si, -0.0533, -0.238, -0.1159
Si, -0.3681, 0.0233, 0.4033
Si, 0.0433, 0.0408, 0.5173
Si, 0.226, 0.1042, -0.1448
Si, -0.0021, 0.3595, -0.0507
Si, 0.0616, 0.0319, -0.046
Si, 0.108, 0.0506, 0.0018
Si, -0.0038, -0.0296, -0.0434
Si, -0.0191, -0.0344, 0.0131
Si, 0.0188, 0.0419, 0.0217
Si, 0.0465, 0.0371, -0.0421
Si, 0.0332, -0.0355, 0.0382
Si, 0.0479, -0.0255, -0.0339
Si, -0.008, 0.0028, 0.0004
Si, -0.0095, -0.0003, -0.0124
Si, -0.0034, 0.0189, -0.0216
Si, -0.0022, 0.0192, -0.0333
Si, -0.0179, 0.0502, -0.0147
Si, -0.0289, 0.0411, -0.0093
Si, -0.0276, -0.0243, -0.0374
Si, -0.0568, -0.0239, -0.0142
Si, 0.0498, -0.0503, 0.0152
Si, -0.0146, 0.033, 0.0434
Si, -0.0326, 0.0167, -0.0084
Si, 0.0602, -0.0471, 0.0166
Si, 0.006, -0.0018, 0.0348
Si, 0.0272, -0.0158, 0.0139
Si, 0.0635, -0.0379, 0.0212
Si, -0.0139, 0.0379, -0.0063
Si, -0.0708, 0.0264, 0.0058
Si, 0.1037, 0.0471, -0.0088
Si, -0.0613, -0.0691, -0.0242
Si, -0.0364, 0.0694, 0.0175
Si, 0.0906, 0.0939, 0.0272
Si, -0.1324, 0.0271, 0.0563
Si, -0.0702, -0.0202, -0.0188
Si, -0.0911, -0.1736, -0.0013
Si, 0.2449, 0.2359, -0.4071
Si, -0.1127, -0.2027, 0.1832
Si, -0.1645, -0.1769, -0.2222
Si, 0.203, 0.2142, 0.2168
Si, 0.0039, -0.5652, 0.3039
Si, 0.3207, 0.0454, -0.0489
Si, -0.1506, -0.0203, -0.0871
Si, -0.2723, -0.192, -0.2886
Si, 0.0032, -0.0013, -0.0007
Si, 0, 0.001, -0.0108
Si, -0.0084, 0.0017, -0.0106
Si, -0.005, 0.0033, -0.0014
Si, 0.0154, -0.0053, -0.0092
Si, -0.006, 0.0118, -0.0088
Si, -0.0026, -0.0078, 0.0001
Si, 0.0017, -0.0054, -0.0168
Si, -0.0732, -0.0396, 0.0354
Si, 0.0032, -0.0174, 0.0457
Si, 0.0122, 0.0133, -0.0133
Si, 0.0132, -0.0116, 0.0245
Si, -0.0132, -0.006, 0.0163
Si, 0.0038, -0.0226, -0.0033
Si, -0.0594, 0.0014, 0.0812
Si, 0.0063, -0.0064, 0.0069
Si, 0.0116, -0.022, -0.0331
Si, -0.0163, -0.016, -0.0307
Si, -0.0036, -0.0088, -0.0431
Si, 0.0161, -0.0089, -0.0391
Si, -0.0142, 0.0522, -0.0277
Si, 0.0386, 0.0339, -0.0946
Si, 0.0709, 0.0596, -0.0968
Si, -0.0194, 0.0216, -0.0524
O, 0.0089, -0.0225, 0.0224
N, -0.0176, -0.0493, 0.0522
O, 0.0022, 0.0212, 0.0122
O, 0.0352, -0.0097, 0.013
O, 0.0032, 0.0052, -0.0176
O, -0.0234, 0.0332, -0.0003
O, -0.0064, -0.0169, -0.0019
O, -0.0189, 0.026, -0.0101
O, -0.0002, 0.0154, 0.0355
O, 0.0019, 0.0204, 0.0502
O, -0.0186, -0.0164, 0.0162
O, 0.0073, -0.0154, 0.0276
O, 0.0005, 0.0151, 0.0358
O, 0.0117, -0.0015, 0.0236
O, -0.0049, -0.0109, 0.0095
O, -0.0109, 0.0098, 0.0027
O, -0.0049, -0.0072, -0.0366
O, 0.0037, -0.0094, -0.0259
O, 0.0005, 0.0078, 0.0027
O, -0.017, 0.0205, -0.0114
O, 0.0051, -0.0013, -0.0416
O, -0.0064, -0.0377, -0.0706
O, 0.0154, -0.0115, -0.027
O, 0.0141, 0.0271, -0.075
Si, -0.0106, 0.0021, -0.0047
Si, 0.0011, -0.002, -0.0006
Si, -0.001, -0.0034, -0.0049
Si, 0.0063, -0.0004, -0.0057
Si, 0.0018, 0.0006, 0.0038
Si, 0.019, 0.0578, 0.0058
Si, -0.0034, -0.0258, 0.0147
Si, 0.0144, 0.0158, 0.0039
Si, 0.0014, 0.0005, 0.0082
Si, -0.0739, 0.0193, -0.0285
Si, -0.0038, 0, 0.0015
Si, -0.0018, -0.0032, 0.0074
Si, -0.0067, 0.0038, 0.0061
Si, 0.015, 0.0046, -0.0141
Si, 0.0126, -0.0021, 0.0119
Si, -0.0022, 0.0016, -0.0079
Si, 0.0044, -0.0038, 0.0031
Si, -0.0065, 0.0118, -0.002
Si, 0.0029, -0.005, 0.0098
Si, -0.0025, -0.0144, 0.0114
Si, 0.0003, -0.0035, -0.0025
Si, 0.0041, -0.0038, 0.0211
Si, -0.0001, -0.002, -0.0034
Si, 0.0003, -0.0042, -0.0064
Si, 0.0016, 0.0005, 0.0035
Si, -0.0127, 0.0019, -0.0116
Si, 0.0001, 0.0011, 0
Si, -0.0009, 0.0111, -0.0035
Si, -0.0035, -0.0004, -0.0068
Si, 0.002, 0.0026, 0.0073
Si, 0.0053, -0.0008, -0.0003
Si, 0.0083, -0.0036, -0.0072
Si, 0.0041, -0.0006, 0.0025
Si, 0.0045, 0.0017, 0.0043
Si, 0.0108, 0.0008, -0.0222
Si, 0.0015, -0.0139, -0.012
Si, -0.0051, 0.0016, -0.0085
Si, 0.0022, -0.0065, -0.0001
O, -0.0073, -0.0093, 0.0065
O, -0.0014, -0.0017, 0.0023
O, 0.0004, 0.0001, 0.0055
O, 0.0009, 0.001, -0.0038
O, -0.008, -0.0115, 0.0026
O, 0.0006, 0.0016, 0.0039
O, -0.0126, -0.0044, 0.019
O, 0.0727, -0.0361, 0.0206
O, 0.0013, 0.0022, 0.0028
O, 0.0026, 0.0113, -0.0044
O, -0.0155, -0.0199, 0.0163
O, -0.0075, 0.0022, 0.0062
O, 0.0021, -0.008, -0.0048
O, -0.0157, -0.0011, 0.0059
O, 0.0018, -0.0045, -0.0056
O, 0.0064, 0.0017, 0.0073
O, -0.0025, 0.0059, 0.004
O, 0.0013, -0.0027, 0.0037
O, 0.0002, -0.0001, 0.0014
O, 0.0328, -0.0303, 0.0369
O, -0.0019, 0.0031, 0.004
O, 0.0018, -0.0028, -0.0061
O, 0.0076, -0.0016, -0.0058
O, -0.0049, 0.0038, 0.0038
O, -0.004, -0.0007, 0.0064
O, 0.0003, -0.0051, 0.0061
O, -0.0001, -0.001, 0.0011
O, -0.0022, -0.0041, -0.0048
O, -0.0049, -0.0052, 0.003
O, -0.0013, 0.0025, 0.0006
O, 0.0033, 0.0005, 0.0063
O, 0.0098, 0.0029, -0.0009
O, -0.0013, 0.0012, 0.0004
O, -0.0027, 0.0038, 0.0094
O, -0.0004, -0.0002, 0.0007
O, -0.0014, -0.0025, 0.003
O, -0.0027, -0.0251, 0.003
O, 0.0027, -0.0053, 0.0117
O, -0.0011, -0.0007, -0.0009
O, -0.006, -0.0016, 0.0104
O, -0.0159, 0.0297, 0.015
O, -0.0016, 0.0004, -0.0053
O, -0.0005, 0.0014, 0.0015
O, 0.0007, -0.0016, -0.0023
O, -0.0002, 0.0011, -0.0013
O, -0.0012, -0.0055, 0.0068
O, -0.0016, -0.0006, 0.0005
O, 0.001, 0.0037, 0.0028
O, 0.0034, 0.0121, 0.0158
O, -0.0002, 0.003, 0.003
O, 0.0014, 0.0007, 0.0027
O, -0.0191, -0.0793, -0.0441
O, 0.0011, -0.002, 0.0081
O, -0.0016, 0.0024, -0.0021
O, -0.0095, 0.0062, -0.0046
O, 0.0004, 0.0026, 0.008
O, -0.0018, 0.0012, 0.0015
O, 0.0081, -0.0063, 0.0094
O, -0.0053, 0.0013, -0.0051
O, -0.0145, -0.0031, -0.0035
O, -0.0095, -0.002, -0.0023
O, 0.0027, -0.0023, 0.0056
O, -0.0006, 0.0039, 0.002
O, 0.0052, -0.0042, 0.0125
O, 0.0036, 0.004, -0.0021
O, -0.0025, -0.0012, 0.0085
O, -0.0068, 0.0056, -0.0194
O, 0.002, -0.003, 0.0022
H, 0.0299, 0.087, 0.0132

The program warned: the cutoff lies below the one the program advises for these potential files; the forces do not sum to zero within the program's tolerance; the exchange-correlation potential is rough where the density is thin.
